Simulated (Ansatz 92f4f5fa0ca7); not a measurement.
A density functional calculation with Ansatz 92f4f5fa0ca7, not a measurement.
Periodic cell of 220 atoms, Si132O88, from a study of silicon, its oxide and their interface. The atomic structure is a simulated model.
This geometry differs little from another in the collection (a relaxation step or a small displacement).

Settings
functional: r2SCAN
potential files: Ansatz PAW
basis: plane waves
wave-function cutoff: 800 eV
density cutoff ratio: 5
exchange-correlation grid ratio: 1
k mesh: 1 x 1 x 1, shifted by 0.5 0.5 0 of a step
self-consistency stop: 1e-10 eV per atom in the density residual
occupations: fixed
spin: none
net charge: 0

Cell vectors (angstrom)
a	10.888	0	0
b	0	10.888	0
c	0	0	32.0011

Atoms and the computed forces on them: element, x, y, z (angstrom), force x, y, z (eV/angstrom)
Si	-0.0798	0.209	0.0102	0.0008	0.0003	-0.0017
Si	2.6109	3.0132	0.119	0.0007	-0.0005	-0.0029
Si	0.3834	5.1873	0.131	0.0011	0	-0.0022
Si	2.9591	7.7388	0.0553	-0.0003	-0.0005	-0.0029
Si	5.7861	-0.3557	0.0272	-0.0006	0.0006	-0.0021
Si	8.5058	2.3224	0.0431	0.0004	0.0003	-0.0023
Si	5.2496	5.6074	-0.0262	-0.0006	-0.0012	-0.0037
Si	8.0613	8.4622	0.3328	0.0012	-0.0004	-0.0037
Si	1.4377	1.3817	1.3502	0.0003	-0.0009	0.0006
Si	4.1659	4.1154	1.4427	0.0012	0.0005	0.0006
Si	1.4655	6.7101	1.5171	0.0004	-0.0006	0.0009
Si	4.1254	9.4183	1.2752	-0.0007	-0.0005	-0.0002
Si	6.8891	1.2556	1.3668	0.0004	-0.0006	0.0002
Si	9.6066	3.9992	1.3093	0.0011	-0.0017	-0.0011
Si	6.8191	6.7641	1.3468	-0.0001	0.0005	0.0012
Si	9.6464	9.6392	1.513	0.0012	0.0004	0.0011
Si	0.0595	2.701	2.7619	-0.0006	0.0002	0.0009
Si	2.7859	-0.0555	2.642	0	-0.0001	-0.0008
Si	0.07	8.1466	2.7553	0.0006	0.0003	0.0008
Si	2.808	5.3956	2.8847	0.001	0.0007	-0.0006
Si	5.5295	2.6728	2.6903	0.0008	0.0007	0.0004
Si	8.2251	0.0227	2.8585	0.0007	0.0004	0.0012
Si	5.4612	8.1131	2.7403	0.0004	0	-0.0004
Si	8.2141	5.3813	2.6522	-0.0007	-0.0002	-0.0007
Si	1.396	4.0382	4.1535	0	-0.0001	0
Si	4.1272	1.3157	4.0318	-0.0005	0.0008	0.0001
Si	1.4282	9.522	4.0804	0.0006	-0.001	0.0011
Si	4.135	6.8084	4.1696	0	-0.0009	0.0009
Si	6.863	4.0538	4.0623	0.0004	-0.0005	0.0003
Si	9.5727	1.395	4.1623	0.0005	0.0004	0.0008
Si	6.8294	9.4853	4.0974	0.0003	0.0006	0.0009
Si	9.5489	6.7647	4.0485	0.0004	0.0007	-0.0005
Si	0.0413	-0.021	5.4477	0.0006	-0.0003	0
Si	2.765	2.6564	5.4486	-0.0002	-0.0001	0.0004
Si	0.0119	5.4324	5.4534	0.001	-0.0011	0.0003
Si	2.7514	8.1739	5.4845	0.0001	-0.0002	-0.0001
Si	5.4663	-0.0245	5.4347	0.0003	0.0001	0.0002
Si	8.1953	2.7427	5.4899	0.0002	0.0001	-0.0001
Si	5.5	5.4109	5.45	0.0003	0.0004	0.0001
Si	8.1843	8.1192	5.4317	0.0007	0.0004	0.0006
Si	1.3727	1.3413	6.8199	0.0004	-0.0004	-0.0002
Si	4.1069	4.062	6.7863	0.0002	-0.0007	-0.0004
Si	1.3602	6.8058	6.8085	0.0007	-0.0011	-0.0002
Si	4.1027	9.539	6.8293	0.0008	-0.0006	-0.0001
Si	6.8065	1.3535	6.7965	0.001	-0.0011	-0.0003
Si	9.5377	4.1062	6.8443	0.001	0	0.0008
Si	6.8237	6.7882	6.8152	-0.0001	-0.0004	-0.0001
Si	9.5395	9.5024	6.7763	0.0005	-0.0002	0
Si	0.0141	2.7287	8.1771	0.0005	-0.0008	0.0005
Si	2.7115	-0.0118	8.1763	0.0005	-0.0006	0
Si	-0.0249	8.1474	8.1614	0.0003	-0.0004	0.0005
Si	2.7261	5.4252	8.1401	0.0011	-0.0002	0.0004
Si	5.4395	2.7102	8.1584	0.0006	-0.0006	0.0003
Si	8.1823	-0.0083	8.13	0.0009	-0.0006	0.0005
Si	5.4484	8.1519	8.1698	0.0009	-0.0006	0
Si	8.1607	5.4538	8.1915	0.0009	-0.0011	0.0005
Si	1.374	4.0946	9.5418	0.0004	-0.0005	0.0005
Si	4.0268	1.3975	9.51	-0.0002	0.0009	-0.0004
Si	1.3178	9.5211	9.5041	-0.0003	-0.0006	-0.0002
Si	4.0449	6.8017	9.5169	-0.0011	-0.0007	-0.0001
Si	6.7813	4.0887	9.5145	0.0001	-0.0008	0
Si	9.5002	1.3806	9.5101	-0.0001	-0.0002	-0.0001
Si	6.8296	9.5245	9.4949	0.0005	-0.0008	-0.0004
Si	9.5141	6.7989	9.552	0.0005	-0.0007	0.0005
Si	-0.0211	0.0241	10.8497	0.0005	0	-0.0005
Si	2.6854	2.7348	10.9502	-0.0001	-0.0001	-0.0001
Si	-0.0051	5.4375	10.9035	0.0008	-0.0004	0.0002
Si	2.6281	8.1396	10.8687	0.0004	-0.0002	0.0004
Si	5.4251	0.0291	10.7616	0.0005	0.0005	-0.0004
Si	8.1534	2.7666	10.8836	0.0001	0.0004	0.0005
Si	5.3801	5.412	10.8648	0	-0.0002	0.0005
Si	8.1602	8.1677	10.9017	0.0005	-0.0005	0.0002
Si	1.2738	1.3702	12.2828	-0.0001	-0.0001	0.0009
Si	4.0253	4.1174	12.3225	0	-0.0003	0.0005
Si	1.2706	6.8098	12.3215	0	-0.0006	0.0006
Si	4.0294	9.5754	12.0548	-0.0005	0.0005	0.0002
Si	6.6861	1.4383	12.1357	-0.0002	0.001	0.001
Si	9.5696	4.0621	12.2909	0.0003	-0.0001	0.001
Si	6.7537	6.7599	12.1782	-0.0001	-0.0003	0
Si	9.5334	9.5758	12.2207	0.0008	0.0006	0.0013
Si	-0.0726	2.6524	13.7932	-0.0001	0	0.0008
Si	2.7534	0.0193	13.4943	0.0004	0.0004	0
Si	-0.0305	8.2661	13.7053	0	0.0003	0.0008
Si	2.5839	5.4125	13.7173	-0.0002	0.0003	0.0007
Si	5.406	2.7346	13.6609	0	-0.0003	-0.0004
Si	8.0558	0.0812	13.3908	0.0009	-0.0001	0.0001
Si	5.2801	8.1484	13.3668	-0.0002	-0.0001	0.0017
Si	8.1745	5.4513	13.5608	0.0004	0.0006	0.0009
Si	1.5211	3.7884	15.1527	-0.0002	-0.0001	0.0041
Si	3.7935	1.56	14.9481	-0.0006	-0.0005	0.0027
Si	1.7136	9.3765	14.8972	0.0004	0.0014	0.003
Si	3.8143	7.0539	14.8223	0.0001	0.0001	0.002
Si	7.0652	3.8706	14.8864	0.0002	0.0008	0.0034
Si	9.0812	1.4736	14.95	0.0005	-0.0002	0.0031
Si	6.7556	9.4572	14.5412	-0.0004	0.0007	0.0033
Si	9.0738	7.2241	14.8436	0.0005	-0.0003	0.0038
Si	5.215	-0.1568	17.0631	0.0006	0.0004	0.0018
Si	16.6633	5.8061	17.0106	-0.0007	-0.0004	0.0043
Si	-0.169	13.9632	20.6995	-0.0012	0.0015	0.0008
Si	12.023	-0.8601	17.8259	0.001	0.0006	0.0033
Si	11.5611	3.4375	27.8157	-0.0005	0.001	-0.001
Si	28.9143	12.0711	19.2395	0.0002	0.002	0.0033
Si	25.2783	-3.444	26.224	0.0004	0.0013	-0.0006
Si	20.9471	2.5499	25.5252	0.0002	0.0015	-0.0012
Si	3.8834	-5.3038	19.2044	-0.0004	0	0.0023
Si	-1.784	-0.3458	17.5939	0.0001	0.0001	0.0017
Si	8.7399	-6.5242	27.433	0.0003	-0.0004	-0.0023
Si	-13.5679	-3.1556	17.5293	0.0013	-0.0006	0.0027
Si	11.468	4.3832	23.3382	0.0011	0.0005	0.0003
Si	-7.6932	-8.313	29.1537	0.0009	0.0003	-0.0022
Si	17.3349	21.4602	21.9216	-0.0009	-0.0004	0.0014
Si	20.5178	17.081	19.4109	-0.0003	-0.0002	0.0032
Si	-12.9443	7.3044	27.3358	0.0004	0.0011	-0.0021
Si	11.8515	4.6361	18.2315	-0.0003	0.0019	0.0032
Si	10.0973	6.8321	22.3412	0.0005	0.0014	0.0011
Si	-3.8417	-13.9758	22.4613	0.0008	0.0023	0
Si	14.4378	-2.1702	18.8464	0.0001	0.0014	0.0014
Si	3.5474	5.1157	24.3512	-0.0013	0.0006	-0.0008
Si	-12.3958	6.5782	30.3587	0.0006	0.0017	-0.0037
Si	21.1604	-0.3584	24.8537	-0.0001	0.0015	-0.0009
Si	0.6581	-2.1013	26.9346	0.0005	0.0012	-0.0009
Si	-4.7706	9.1422	26.988	0.0013	-0.0003	-0.0012
Si	22.6844	-1.4382	22.4559	0.0004	0.0018	0.0002
Si	26.2783	10.7964	29.1872	0.001	-0.0004	-0.0021
Si	18.3008	-11.9821	24.4887	0.0004	0.0008	-0.0008
Si	5.3977	-5.6856	21.8574	0.0016	0.0006	0.0014
Si	1.6601	-12.3259	29.8555	0.0004	-0.0009	-0.0039
Si	14.1204	4.7558	27.1963	0.0012	0.0006	-0.0022
Si	1.2282	0.4556	20.3638	0	0.0018	0
Si	-3.591	-6.5543	30.1051	0.0009	-0.0007	-0.0018
Si	14.3655	-0.6266	21.6025	0	0.0022	0.0001
Si	18.7032	3.8782	20.3084	-0.0003	0.0005	0.0015
O	9.0775	-2.987	-0.8005	-0.0011	-0.0004	0.0003
O	-4.0846	-10.185	-11.258	0.0003	0.002	-0.0008
O	7.2139	10.9038	-8.6854	-0.0015	-0.0003	-0.0001
O	-17.5417	-5.706	-11.2724	0.0003	-0.0002	-0.0001
O	-5.0542	4.8192	-1.3635	0.0005	-0.0002	0.0025
O	4.8081	19.2589	-5.5805	0.0008	0.0006	0.0009
O	0.7256	10.4705	-1.2824	-0.0004	-0.0006	0.0035
O	8.78	3.304	-5.7998	0.0008	0.0017	0.0008
O	10.2033	-2.9961	-5.3127	-0.0003	-0.0003	0.0014
O	6.0447	-10.2278	-13.8221	-0.0007	-0.0001	-0.0017
O	1.5054	-10.4673	-13.2396	-0.0028	0.0006	-0.0021
O	15.9776	-16.7245	-13.7354	0.001	0.0009	-0.0021
O	14.4671	-4.1944	-7.224	-0.0004	0.0014	0.0011
O	9.2563	7.046	-3.1453	0.0001	0	0.0056
O	9.6385	1.2543	-0.5128	0.0006	-0.0002	0.0028
O	-0.0698	5.8673	18.3642	-0.0004	0.0018	0.0002
O	6.7651	7.0057	17.4546	0.0001	-0.0001	-0.0021
O	6.1065	-0.703	15.8393	0.0006	-0.0001	-0.0026
O	4.1888	0.8884	16.3828	-0.0003	0.0016	-0.0016
O	2.7488	8.1847	15.3632	0.0002	0.0002	-0.0014
O	4.5974	6.4489	16.1103	-0.0009	0.0007	-0.002
O	3.3763	2.5271	30.7568	-0.0008	0.0008	0.0035
O	23.8369	19.0812	26.3526	-0.0002	0.0007	0.0012
O	9.3877	0.559	16.2756	-0.0004	0.0008	-0.002
O	6.5534	4.6515	16.2119	-0.0001	-0.0013	-0.0024
O	20.5023	-9.7909	25.0353	0.0006	0.0005	0.0003
O	24.4821	2.6942	15.3902	0.0001	0.0008	-0.0008
O	11.2003	3.5077	19.2079	0	0.0026	-0.0017
O	22.7998	4.2194	16.6587	0.0007	0.0004	-0.0016
O	9.2302	7.0179	16.4625	0	0.0016	-0.0016
O	-5.3145	-22.6788	28.2698	-0.001	0.0011	0.0012
O	8.0824	2.6933	15.4235	-0.0001	0.0003	-0.0015
O	22.4301	9.9193	20.9174	0.0011	0.0014	0.0002
O	3.1092	20.8952	29.4076	-0.0009	-0.0004	0.0012
O	23.8518	-6.1342	23.7976	-0.0002	0.0015	-0.0003
O	8.4027	-5.7694	19.4492	-0.0001	0.0014	-0.0009
O	22.4792	-7.0681	21.8297	-0.0012	0	-0.0001
O	8.8861	7.5484	18.9838	-0.0004	-0.0002	-0.0023
O	21.6344	14.2056	24.2969	0	0.0004	0.001
O	14.8056	7.1781	19.0136	0.0001	0.0012	0.0001
O	28.6547	19.9584	21.4579	-0.0005	0.0007	0
O	8.2858	16.3417	30.7111	-0.0001	0.0008	0.0006
O	-2.8412	-1.5507	17.3695	0.0005	-0.0004	-0.0019
O	21.3407	-1.1092	18.0201	0.0001	0.0006	-0.0014
O	28.9618	2.7945	19.2859	-0.0006	0.0005	-0.0021
O	2.5308	-12.3588	22.6293	-0.0001	0.0004	-0.0013
O	2.6425	0.6991	21.1379	0	0.0012	-0.0006
O	-3.4497	-13.5948	27.2754	0.0012	0	0.001
O	-3.0433	-2.5886	14.9004	-0.0009	0.0007	-0.0008
O	37.3556	15.644	23.2542	-0.0005	0.0004	-0.0002
O	0.1153	1.5065	20.7856	0	0.0011	0.0001
O	9.1399	3.2711	21.0299	-0.0006	0.0004	-0.0009
O	8.9934	-12.2323	24.73	-0.0004	0.0018	-0.0001
O	0.2992	-8.5183	26.6692	0.0001	0.0013	0.0013
O	-9.3123	2.6131	28.8877	0.0004	0.0001	0.0006
O	3.8223	-7.0104	28.4134	-0.0005	-0.0003	0.0006
O	15.7568	21.5457	22.2811	-0.0024	0.0015	-0.0017
O	-3.9319	-12.327	31.629	0.0013	-0.0009	0.0007
O	12.8916	-2.1059	18.3669	-0.0001	0.0007	-0.0014
O	-6.7866	6.687	31.4868	0.0008	-0.0008	0.0015
O	-2.2981	-5.0674	26.726	0.0001	-0.0005	0.0009
O	-4.2171	4.2925	21.3934	-0.0002	0.0011	-0.0006
O	4.464	-1.4027	17.758	0.0006	0.001	-0.0009
O	4.0291	1.323	28.5455	0.0011	-0.0001	0.0034
O	2.0146	-2.7047	30.7963	0.0019	-0.0002	0.0019
O	14.4797	-4.5732	27.3929	-0.0001	0.0003	0.0005
O	11.2154	-0.7427	26.112	0.0001	0.0003	0.0003
O	-0.5231	-4.5625	20.8343	-0.0016	0.0009	-0.0022
O	5.9574	6.7028	22.0581	0	0.0005	0
O	7.5026	-6.6694	28.4932	-0.0012	0.0002	0.0035
O	-0.4062	-16.1139	23.3669	-0.0008	0.0015	-0.0017
O	7.7086	2.9066	30.7376	0.0005	-0.0003	0.0015
O	3.7883	-1.4878	20.2797	0.0014	0.0017	-0.0018
O	8.5391	7.2051	22.4251	-0.0011	0.0026	-0.0021
O	6.7914	-2.5088	23.9592	0.0003	0.0014	-0.001
O	8.5819	0.6143	18.7791	0.0001	0.0005	-0.0015
O	10.1446	4.1247	28.2756	0.0011	-0.0006	0.0001
O	12.2791	10.2502	16.2476	0.0002	-0.0003	-0.002
O	12.4973	-6.2712	27.2157	0.0017	0.0004	0.0013
O	10.809	5.9609	30.7619	-0.0006	-0.0004	0.0005
O	11.7254	9.0481	28.5241	0.0006	0.0012	0.0029
O	-4.2501	-0.7068	25.851	0	-0.0002	0.0007
O	14.6787	4.2848	25.7371	-0.0005	0.0012	0.0016
O	0.2068	-2.8502	22.6959	-0.0005	0.0015	-0.0016
O	1.489	4.0986	31.6204	-0.0004	-0.0004	0.001
O	5.2133	11.0847	30.6095	0.0014	0	0.0023
O	11.1631	-0.3898	23.5071	0.0002	0.0006	-0.0002
O	2.453	-5.9009	18.7594	-0.0002	0.0001	-0.0005

Results
free energy: -134624.939 eV
free energy less fixed offsets of O -570.45, Si -639.56 eV per atom: -3.419 eV

The program warned: the cutoff lies below the one the program advises for these potential files; the forces do not sum to zero within the program's tolerance; empty levels may hold ghost states of the PAW files; the exchange-correlation potential is rough where the density is thin.
